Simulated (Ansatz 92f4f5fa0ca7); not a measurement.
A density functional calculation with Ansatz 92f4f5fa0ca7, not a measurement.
Periodic cell of 148 atoms, Si92O56, from a study of silicon, its oxide and their interface. The atomic structure is a simulated model.

Settings: functional r2SCAN; potential files Ansatz norm-conserving; basis plane waves; wave-function cutoff 1300 eV; density cutoff ratio 4; exchange-correlation grid ratio 1; k mesh 2 x 2 x 1, shifted by 0.5 0.5 0.5 of a step; self-consistency stop 5e-08 eV per atom in the density residual; occupations Fermi-Dirac, 0.05 eV; spin none; net charge 0.

Cell vectors (angstrom)
a  10.88  0  0
b  0  10.88  0
c  0  0  21.2572

Atoms and the computed forces on them: element, x, y, z (angstrom), force x, y, z (eV/angstrom)
Si  5.6932  0.2171  -1.7852  0.3087  0.4508  -0.7639
Si  3.3501  3.732  1.1315  -0.9301  -0.1843  0.0455
Si  2.76  8.1946  -0.1917  2.866  -1.1791  -2.0476
Si  1.0596  12.4183  -0.6528  -0.587  1.3317  0.0235
Si  7.363  0.9857  1.6338  0.4782  0.8725  -0.437
Si  8.3842  6.3033  -3.9918  -0.4903  1.2765  2.0752
Si  7.7239  5.8294  -1.0898  -1.8752  -2.3282  0.9075
Si  6.5928  12.7317  -3.1979  1.3984  -1.1447  1.4732
Si  1.9099  1.7848  1.4958  0.723  -0.3659  0.3676
Si  3.3471  5.015  -1.0367  1.302  1.721  2.1184
Si  0.4924  7.2557  1.3335  1.2784  -1.257  0.5734
Si  4.3089  9.4339  1.1893  -0.78  0.3691  0.8201
Si  6.0858  4.6075  -2.1414  1.1792  0.2523  1.856
Si  9.2474  4.999  0.5317  0.355  2.5026  0.7789
Si  6.9933  7.4333  1.1557  -0.0912  1.2937  0.9615
Si  6.4141  10.3269  0.2946  -0.7792  -1.996  0.0616
Si  -0.0085  2.3855  2.7137  0.3291  0.4697  0.1152
Si  2.9637  -0.0814  2.7339  0.1549  0.5342  -1.152
Si  -0.6472  8.6404  2.8806  0.7013  -0.7332  -0.0206
Si  2.6123  5.2805  2.7713  -0.0179  -0.0115  0.0481
Si  5.6836  2.3329  2.6654  0.0456  1.7838  -0.5462
Si  8.542  -0.4911  3.0624  0.0162  0.4413  -0.1628
Si  5.4913  8.0909  2.7407  -1.7417  -0.3396  0.1143
Si  8.1295  5.7631  2.5123  0.5671  -0.5357  -0.3676
Si  1.0498  3.9991  4.0713  1.5675  -0.4141  0.2218
Si  4.2898  1.2352  4.2226  -0.8314  0.1121  0.4603
Si  1.3227  9.5349  3.8792  -0.1652  -0.1633  0.4562
Si  4.1379  6.5092  4.0486  -0.099  1.0406  -0.1275
Si  6.9951  4.0641  3.7894  -0.9643  -0.3427  0.5778
Si  9.6553  1.1834  4.289  0.0265  -0.4557  -0.7117
Si  6.6989  9.4906  4.1702  0.6827  -0.4218  0.671
Si  9.4494  6.7293  4.1748  0.1159  0.7553  0.4086
Si  0.1085  -0.1437  5.5276  1.1807  0.1439  0.7921
Si  2.6359  2.5829  5.5341  0.2438  0.5136  -0.911
Si  0.0209  5.3853  5.5814  -0.4818  0.4494  0.1253
Si  2.6329  8.0736  5.2072  1.0112  0.1255  -0.0379
Si  5.6809  0.0545  5.7606  -0.2505  -0.16  -0.3068
Si  8.2567  2.6383  5.3544  -0.3342  1.0816  -0.0999
Si  5.573  5.2842  5.3706  -0.0817  -1.0098  -0.1997
Si  7.9944  8.0187  5.5403  0.0744  0.7465  0.0944
Si  1.5021  1.1517  7.0299  -1.5436  0.6229  -0.8599
Si  4.1693  3.9272  6.7736  -1.0583  0.9823  -0.5484
Si  1.4174  6.8867  6.8059  -0.0722  -0.0317  0.3072
Si  4.1626  9.3421  6.6699  -0.4577  -1.2445  -0.1779
Si  7.1077  1.5559  7.1211  -0.7733  -0.845  -0.0721
Si  9.5239  3.9218  6.8345  0.0831  -0.1542  0.0172
Si  6.6895  6.6405  6.8676  0.0509  -0.0639  0.7499
Si  9.4277  9.5392  6.7957  0.0225  -0.6225  0.2668
Si  -0.4653  2.1138  8.1433  0.5246  0.5289  0.1647
Si  2.9083  -0.2454  8.0896  0.9418  -0.2046  0.6284
Si  -0.1295  8.1853  8.1855  0.7387  0.9176  0.2675
Si  3.0452  5.695  8.2146  0.207  -0.4158  -0.6662
Si  5.4626  2.7788  8.2658  -0.1694  -0.3048  1.0031
Si  8.8273  0.3803  8.338  0.7263  -0.3913  0.9377
Si  4.7885  7.4398  8.1143  -0.3252  0.884  -0.6992
Si  8.1401  5.3104  8.1385  0.4238  0.2629  -0.6586
Si  -0.2755  3.2185  10.3061  -0.1127  -1.1094  -0.2643
Si  4.1394  1.1694  9.4496  0.0817  0.9132  -1.1628
Si  1.8011  10.1037  10.0212  -1.2326  -2.4227  -1.1966
Si  10.4456  7.6099  11.9746  -2.1592  -0.993  -0.4044
Si  4.516  4.5987  9.9293  1.0807  -0.2811  -0.109
Si  8.3106  0.3607  11.3767  0.2238  0.2486  -0.2331
Si  5.3117  8.1142  11.0827  0.3132  0.0825  -1.3892
Si  9.7065  6.569  9.3916  0.1244  -0.618  0.0422
Si  1.6875  2.1126  10.803  0.3129  0.815  0.7577
Si  5.2264  0.2635  11.3855  -0.4482  -2.0899  0.0746
Si  0.7313  5.1478  9.6052  -0.0454  0.6694  0.3213
Si  4.2513  7.9733  16.4046  0.4323  0.9227  -1.5205
Si  7.3287  -4.5862  13.5913  0.3194  0.3119  0.7346
Si  8.5993  2.729  11.6875  -0.4225  0.1715  -1.0281
Si  7.8926  6.6158  11.3531  0.356  0.992  -0.4553
Si  3.8294  3.9178  12.1847  0.307  0.8897  0.3025
Si  2.0394  -1.9086  12.6141  -0.4408  1.1036  -0.4259
Si  5.4476  2.6655  13.2654  -0.6611  -0.9494  0.1501
Si  3.221  6.3255  12.5768  -0.6558  -1.256  -1.1314
Si  2.8267  10.6637  15.0839  0.4123  -0.3533  1.1254
Si  11.8656  5.7938  11.8346  0.5995  -0.5333  -0.3008
Si  6.9477  4.7137  9.9881  -0.6555  -1.0436  1.043
Si  -0.5034  5.2458  14.3739  0.7945  1.6705  -2.5146
Si  4.7948  8.3509  18.6063  0.3121  -0.6633  1.5203
Si  -1.7292  14.7426  15.5861  0.1239  -1.8977  0.5456
Si  3.9119  2.1753  16.7176  0.8758  -1.4218  -2.0249
Si  -1.6578  1.1335  16.4794  1.6033  -1.7834  -1.8256
Si  7.5894  3.4418  13.7814  0.0168  -0.628  0.3005
Si  13.9959  12.1354  18.6538  -0.2152  0.8672  1.8084
Si  10.5396  7.7775  15.6309  0.1127  1.2113  1.3494
Si  0.6309  10.0761  17.0555  1.5752  1.8221  0.6272
Si  -7.009  15.9421  17.2982  -0.7136  1.4627  -0.7391
Si  6.5193  18.6317  15.3421  -0.4275  1.9045  -0.3355
Si  9.663  2.8474  22.032  -0.4776  -1.4506  -0.8109
Si  19.512  -0.8804  14.2874  -1.0556  -1.8047  0.7356
Si  12.7859  10.2629  18.9895  -1.5807  -0.4657  0.0548
O  0.3699  6.5645  -6.3661  0.5385  -1.0807  -1.0819
O  3.323  -4.1838  -0.6572  -0.6388  -1.124  0.2595
O  0.872  -0.0341  -1.0273  1.1502  -0.6848  -1.1912
O  10.442  2.279  -0.5635  1.7134  -0.4498  -0.2978
O  -5.4416  -5.727  -3.5354  -0.4389  -0.705  0.0445
O  2.3783  -0.6616  -7.6717  0.3419  0.884  0.0429
O  5.5346  12.888  -4.3699  -0.7565  0.7389  -0.6553
O  4.3294  22.8655  -1.4492  -0.1897  0.1602  -0.2767
O  9.6672  7.0735  -4.4917  -0.0675  0.1408  0.1356
O  1.944  17.483  2.0427  -2.3062  0.8912  -0.5503
O  4.8823  3.1888  1.4018  0.531  -0.9115  0.8792
O  7.3848  8.9394  0.4938  0.0538  -0.0719  0.1351
O  10.6405  5.9876  0.6271  -0.639  -0.504  -0.1988
O  6.6181  6.6028  -0.1619  0.0926  0.3501  0.1414
O  8.2313  12.9031  0.6173  -0.2285  -0.157  1.2265
O  4.87  8.292  9.5252  -0.0809  -0.2392  0.0491
O  -8.3456  2.9365  12.0377  -0.9245  -1.2201  -0.3691
O  -4.1227  0.2406  10.9425  0.2802  0.2021  -0.2773
O  5.0019  1.1672  12.693  0.3822  0.2321  0.61
O  2.7885  7.7383  13.3056  0.6679  -0.6688  0.8617
O  2.8461  8.9814  19.4888  -0.5551  -0.3506  0.9788
O  11.4332  9.157  9.395  0.3562  0.3925  0.0966
O  1.5181  10.9754  15.9692  -1.536  -0.1547  0.4601
O  30.6252  -4.8275  14.208  1.0879  -0.6654  -0.1177
O  1.3829  -10.3998  10.9809  0.3926  0.529  -0.0247
O  14.4665  6.4463  16.4134  -0.3573  -1.0619  0.1527
O  14.4017  9.3584  15.7921  0.1847  -0.6036  -0.2276
O  6.9375  7.924  10.8705  -0.1925  -0.9153  0.8393
O  9.9744  2.4848  16.0689  -0.2681  1.954  0.4355
O  5.0079  9.5001  11.8676  0.047  1.114  -0.1902
O  8.4377  4.7655  16.7691  0.0771  -0.5355  0.1793
O  -2.4626  6.4965  18.9478  1.8847  1.4133  -4.0317
O  7.9838  1.4317  17.341  -1.6344  0.4882  0.9473
O  11.2524  -1.9506  12.4468  1.4452  0.4145  0.2909
O  17.506  4.8158  13.8887  0.2965  0.5207  -0.5456
O  -1.7823  10.7555  10.0234  -0.8117  0.6394  -1.4237
O  6.8592  3.199  18.9291  -0.5676  -0.9557  -0.8738
O  -3.5729  14.0323  10.6193  0.7874  0.9591  0.3589
O  7.3238  9.2596  15.0553  -0.159  -0.2927  -1.0169
O  8.8944  0.5577  14.9483  -0.16  -0.0811  0.955
O  13.41  -1.8582  11.0448  -0.3819  0.683  0.8016
O  2.7996  2.225  9.5876  -0.0061  -0.3655  0.92
O  11.1962  4.7036  12.9724  -1.0423  1.026  1.6358
O  -6.3485  6.7386  11.6295  0.4707  1.7087  0.4296
O  10.1255  10.9181  17.2902  0.0433  -0.2499  -0.7438
O  -7.197  1.1764  15.3911  -0.4725  -0.1802  -0.2505
O  11.6376  -2.3077  16.5634  -0.9618  -1.0909  -1.2733
O  -5.7029  9.927  18.4327  0.5367  1.1678  -0.1699
O  -2.3139  10.2773  12.668  0.1169  -0.6348  1.0488
O  9.7809  8.8999  14.7466  0.2662  0.2115  -0.3949
O  2.0029  24.0425  19.3815  -0.8246  -0.9868  0.8615
O  -7.2489  3.7329  16.3762  -0.4056  0.4935  0.2056
O  -3.7898  7.1528  16.763  0.689  -0.6595  0.0339
O  15.8264  15.4335  20.2863  -0.8586  -0.082  -1.2576
O  13.8084  4.9499  18.647  0.2092  0.0136  -0.9357
O  12.1101  8.0781  21.4087  -1.2707  0.9339  -0.1732

Results
free energy: -36801.882 eV
free energy less fixed offsets of O -463.61, Si -117.95 eV per atom: 11.678 eV
pressure: -0.99 GPa
stress xx, yy, zz, yz, xz, xy (GPa, positive in tension): 0.22, 1.31, 1.43, -0.15, 0.01, -0.85

The program warned: the forces do not sum to zero within the program's tolerance.
